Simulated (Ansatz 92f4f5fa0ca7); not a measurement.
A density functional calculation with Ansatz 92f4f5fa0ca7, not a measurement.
Periodic cell of 184 atoms, Si120O64, from a study of silicon, its oxide and their interface. The atomic structure is a simulated model.
This geometry differs little from another in the collection (a relaxation step or a small displacement).

Settings: functional r2SCAN; potential files Ansatz PAW; basis plane waves; wave-function cutoff 800 eV; density cutoff ratio 5; exchange-correlation grid ratio 1; k mesh 1 x 1 x 1, shifted by 0.5 0.5 0 of a step; self-consistency stop 1e-10 eV per atom in the density residual; occupations fixed; spin none; net charge 0.

Cell vectors (angstrom)
a	10.888	0	0
b	0	10.888	0
c	0	0	26.622

Atoms and the computed forces on them: element, x, y, z (angstrom), force x, y, z (eV/angstrom)
Si	0.7092	-0.6518	0.0849	-0.0011	-0.0006	-0.0053
Si	2.8863	2.3549	-0.0808	-0.0003	-0.0018	-0.0015
Si	-0.3215	5.5413	0.0312	-0.0014	0.0013	-0.0007
Si	2.4017	8.3686	-0.0103	0.0007	-0.0004	-0.0007
Si	5.1068	0.1538	0.1857	0.0007	0.0003	0.0009
Si	7.8394	2.9209	0.0806	0.0013	0.0005	-0.0007
Si	5.5428	5.0045	0.1042	-0.0005	-0.0007	-0.0015
Si	8.1218	7.4435	-0.1482	0.0073	0.0053	0.0012
Si	1.4317	1.1937	1.3634	-0.0003	-0.0009	0.0015
Si	3.9862	3.8804	1.3664	-0.0008	-0.0008	0.0004
Si	1.2813	6.764	1.3011	0.0001	0.0003	0.0001
Si	3.9752	9.4358	1.4171	0.0007	-0.0009	0.0003
Si	6.739	1.3317	1.4062	0.0003	-0.0005	0.0001
Si	9.4592	4.0054	1.3977	0.0002	0.0001	-0.0004
Si	6.7019	6.5394	1.4141	-0.0006	-0.0006	0.0018
Si	9.7441	9.6039	1.4221	-0.0051	-0.0041	-0.0075
Si	0.0104	2.6265	2.6537	0.0007	-0.0003	-0.0006
Si	2.7438	-0.0588	2.8492	0	0	-0.0017
Si	0.0397	8.1191	2.8017	0.0014	-0.0014	0.0012
Si	2.6928	5.3951	2.6318	-0.0005	-0.0001	-0.0003
Si	5.4093	2.6622	2.8115	0.0004	0.0002	-0.0004
Si	8.2417	0.0453	2.7054	-0.0009	-0.0009	0.0003
Si	5.463	8.1081	2.6693	-0.0004	-0.0006	-0.0006
Si	8.1645	5.3608	2.8159	0.0002	0.0005	-0.0007
Si	1.3529	4.038	4.0179	0	0.0001	0.0006
Si	4.1018	1.3014	4.1755	0.0003	-0.0001	0.0007
Si	1.3663	9.4906	4.171	-0.0002	-0.0017	0
Si	4.0684	6.7673	4.0261	0.0002	-0.0006	0.0004
Si	6.7831	4.0386	4.1505	-0.0003	-0.0004	0.0006
Si	9.5383	1.3787	4.1112	0.0002	-0.0005	-0.0004
Si	6.8544	9.5004	4.0123	0.0001	0.001	-0.0001
Si	9.5291	6.768	4.1186	0.0003	-0.0003	0
Si	-0.0151	-0.0083	5.4616	0.0003	0.0005	0
Si	2.707	2.7121	5.4329	0.0011	0.0004	0.0001
Si	0.0217	5.4	5.437	0.0007	-0.0005	0
Si	2.7568	8.1234	5.4678	0.0005	-0.0002	0.0005
Si	5.4975	-0.0568	5.4566	0.0006	-0.0002	0.0009
Si	8.176	2.7125	5.4955	0.0004	0.0006	0
Si	5.4204	5.4428	5.4372	0.0003	0	0.0001
Si	8.1723	8.1605	5.4305	0.0001	0.0002	0.0001
Si	1.3471	1.3681	6.7947	0.0001	0	-0.0004
Si	4.0743	4.078	6.7896	0.0004	-0.0002	0.0003
Si	1.3735	6.7728	6.812	0.001	-0.0001	0
Si	4.1139	9.4999	6.8253	0.0004	-0.0007	0.0001
Si	6.8136	1.3396	6.8288	0.0003	-0.0003	0
Si	9.5393	4.0902	6.833	0.0003	0	-0.0004
Si	6.7941	6.8165	6.7812	0.0003	-0.0005	0
Si	9.514	9.5267	6.802	0.0005	-0.0002	-0.0001
Si	0.0098	2.7184	8.1796	0.0011	0.0001	0.0006
Si	2.7305	0.0278	8.1335	0.0012	-0.0002	0.0002
Si	0.0112	8.1847	8.1415	0.0009	-0.0002	0.0001
Si	2.7505	5.4309	8.1719	0.0003	0	0.0004
Si	5.4447	2.7439	8.1639	0.0011	0.0001	0.0005
Si	8.1675	-0.0115	8.1732	0.0009	0.0006	0.0004
Si	5.4812	8.1622	8.1908	-0.0003	0.0005	0
Si	8.1652	5.485	8.151	0.0009	0	0.0001
Si	1.4078	4.0608	9.522	0.0006	0	-0.0004
Si	4.075	1.3844	9.5165	0.0004	-0.0006	0.0001
Si	1.3534	9.5835	9.4926	0.001	-0.0001	0.0002
Si	4.1076	6.8093	9.529	0.0002	0.0002	0
Si	6.8	4.1433	9.5201	0.0004	-0.0004	0
Si	9.4977	1.373	9.5114	0.0002	0.0001	0.0001
Si	6.8277	9.5398	9.5562	-0.0001	-0.0007	0
Si	9.5148	6.8648	9.5064	0.0008	-0.0001	0.0001
Si	-0.0481	0.0246	10.875	-0.0003	-0.0005	-0.0002
Si	2.7386	2.7066	10.9455	0.0007	0.0001	0.0003
Si	0.0445	5.4939	10.7601	-0.0006	-0.0007	0.0002
Si	2.768	8.2561	10.8069	0.0008	-0.0001	-0.0007
Si	5.4505	0.042	10.8591	0.0002	0.0001	0.0004
Si	8.1537	2.7642	10.8496	0.0005	-0.0005	0.0003
Si	5.4598	5.4883	10.946	0.0009	-0.001	-0.0002
Si	8.1912	8.2176	10.9495	0.0003	-0.0007	0.0002
Si	1.2894	1.3507	12.2535	0.0004	0.0003	0.001
Si	4.1165	4.0899	12.3018	0.0011	-0.0001	0.0003
Si	1.3914	6.8931	12.0681	-0.0001	0.0002	0.0008
Si	4.1094	9.5871	12.2337	0.0007	-0.0006	0.0003
Si	6.755	1.4335	12.2187	-0.0004	-0.0002	0.0005
Si	9.5999	4.1388	12.0962	0.0005	-0.0009	0.0001
Si	6.8069	6.9003	12.3236	0.0008	0.0004	0.001
Si	9.5216	9.6099	12.3403	0.0005	0.0008	0.0006
Si	0.0107	2.8471	13.5846	0.0007	-0.001	-0.001
Si	2.5784	-0.1035	13.5755	0.0005	0.0005	0.0006
Si	0.0695	8.158	13.5356	0.0002	0.0002	0.0008
Si	2.7441	5.5869	13.439	0.0001	-0.0004	0.0009
Si	5.5264	2.8058	13.7274	-0.0001	0	0.0002
Si	8.1302	0.1905	13.6429	0.0004	0.0001	-0.0001
Si	5.4809	8.3376	13.713	0.0003	0	0.0009
Si	8.262	5.4583	13.479	0.0003	0.0004	0.0001
Si	1.201	4.5107	14.7906	0.0008	0.0003	0.0001
Si	4.4731	1.5198	15.4344	0.0004	-0.0005	-0.0001
Si	1.68	9.1117	14.9512	0.0005	-0.0012	-0.0001
Si	3.9553	6.9837	14.882	-0.0011	-0.0001	0.0009
Si	7.3575	3.78	14.7898	0.0008	0.0004	0.0001
Si	9.0947	1.9917	14.8312	0.0005	0.0004	0.0014
Si	6.5627	10.0335	15.0668	-0.0005	0.0005	0.0011
Si	9.8181	6.5907	14.7794	0.0006	0.0002	0
Si	23.6669	-3.042	19.7828	-0.0005	-0.0008	-0.0002
Si	30.2536	22.8428	24.3454	0.0009	-0.0007	0.0007
Si	-19.6727	37.4373	19.8422	0	-0.0009	0.0003
Si	-24.6416	-24.6415	16.9679	0.0008	-0.0001	0.0003
Si	11.2065	11.0727	23.6497	0	-0.0007	0.0026
Si	41.256	24.3755	19.7851	0.001	-0.0004	-0.0002
Si	-22.1114	-17.8351	21.6556	-0.0003	-0.0004	0.0004
Si	-0.2349	19.4554	21.8646	-0.0001	0.0005	0.0011
Si	-4.7623	37.1711	19.7596	0.0006	-0.0004	-0.0013
Si	4.2551	14.5517	21.5963	-0.0004	-0.0005	0.0006
Si	23.2119	-6.6872	24.3484	-0.001	0.0001	0.0007
Si	12.039	42.6865	17.9067	-0.0002	0.001	-0.0012
Si	-2.2338	-4.4023	22.041	0	0	0.0003
Si	-18.0562	-26.2505	24.4589	-0.0005	0.0002	0.0011
Si	-15.8036	-16.1543	16.9235	0.0006	-0.001	-0.001
Si	-8.4391	24.8062	17.212	0.0002	-0.0007	-0.0004
Si	39.1689	0.1436	19.9946	0.0003	-0.0002	0
Si	-3.8453	20.3988	24.7967	0.0007	0.0013	0.0004
Si	3.5771	21.1584	19.6204	0.0007	-0.0003	-0.0003
Si	-7.7453	-10.0049	22.4135	0.0001	-0.0001	0.0004
Si	5.9426	11.1636	22.9624	0.0006	0	0.0007
Si	30.2684	8.6072	19.9238	0.0004	-0.0005	-0.0004
Si	-0.3691	1.5685	17.6081	-0.0002	-0.0005	-0.0012
Si	-5.119	-26.8375	22.4247	0	-0.0004	0.002
O	7.3583	7.9755	-1.4909	0.001	-0.001	0.0017
O	4.0614	12.1443	-0.4821	0.0009	0.0001	-0.0002
O	-14.1733	1.2921	-7.0363	0.0003	-0.0004	0.0007
O	4.3651	22.1328	-3.2601	-0.0008	0.0002	-0.0004
O	-12.1018	2.5373	-8.0408	-0.0001	-0.0011	0.0002
O	2.1453	14.9952	-10.5708	0.0011	-0.0004	0.0012
O	-32.0578	47.277	-3.6199	-0.0004	-0.0003	-0.0003
O	14.3186	2.4389	-4.4561	-0.0002	-0.0015	-0.0001
O	16.8604	0.6281	-5.2038	0.0002	-0.0001	-0.0004
O	-4.9966	-16.0094	-5.8349	0.0009	-0.001	0.0004
O	7.2898	6.1858	-3.7372	0	-0.0008	0
O	18.1285	-23.0601	-6.5282	0.0004	-0.0003	0.0004
O	5.201	4.3207	-3.8645	-0.0006	-0.0005	0
O	11.9574	-3.0255	-5.4269	0.0001	-0.0006	-0.0001
O	-10.8635	16.4004	-11.2536	0.0008	0.0002	0.0004
O	-8.323	21.5679	-8.2118	-0.0002	-0.0015	0.0004
O	5.096	-0.1685	19.1956	-0.0001	-0.0003	0.0003
O	-19.7022	6.3092	19.3321	-0.0003	-0.0009	0.0009
O	7.0218	12.2014	23.6344	-0.0001	-0.0003	0.0003
O	-1.1993	-3.3332	22.7015	0.0003	-0.0003	0.0001
O	12.5781	0.8446	23.1119	-0.0002	-0.0006	-0.0004
O	53.0986	24.5085	21.1288	-0.0006	-0.0009	0
O	22.0203	9.655	22.9174	-0.0005	-0.0005	0
O	-17.1051	38.7531	16.0678	0.0004	0.0003	-0.0001
O	3.1672	4.7318	21.0563	0.0005	0.0002	0
O	20.7167	-9.8441	23.4255	0.0006	-0.001	0.0005
O	-8.3399	5.3554	24.0312	0.0004	-0.0004	0.0008
O	9.3981	-26.1307	26.0536	-0.001	0.0004	0.0012
O	16.715	21.0253	25.658	0.0002	0.0002	0.0003
O	18.2315	9.3472	16.3296	0.0002	-0.001	0.0003
O	22.4372	26.0808	20.4229	0.001	-0.0009	0
O	9.16	7.4031	16.0213	-0.0005	0.0002	0.0007
O	3.8365	2.2449	16.7833	-0.0001	-0.0008	-0.0009
O	-1.3816	5.1357	21.9188	0.0006	-0.0009	0.0004
O	13.9986	-10.7839	20.998	0.0003	-0.0002	0.0008
O	10.7902	-10.7784	18.2691	0.0005	-0.001	-0.0002
O	-13.4232	-0.4245	24.9975	-0.0012	0.0003	-0.0013
O	2.8145	18.9123	15.4767	-0.0002	0.0003	-0.0006
O	9.7761	20.137	20.6784	-0.0004	-0.0013	0.0004
O	-1.2649	1.4217	16.2753	-0.0001	-0.0001	0.0005
O	19.5277	24.0169	25.4412	-0.0009	-0.0004	-0.0004
O	-14.1234	-6.9494	19.6723	-0.001	-0.0006	0.0008
O	3.0291	-3.1694	25.1892	-0.0006	0	-0.0002
O	6.5259	-1.2174	23.262	-0.0002	0.0001	-0.0001
O	5.2166	3.2833	20.3392	-0.0003	0.0002	-0.0001
O	-20.7794	-24.0639	18.657	0.0008	-0.0006	0.0008
O	8.741	19.2962	18.3504	-0.0006	-0.0005	-0.0002
O	-24.0503	19.6873	27.1857	0.0022	-0.0054	-0.0004
O	14.2007	30.439	19.8707	-0.0012	-0.0013	-0.0001
O	5.5439	-5.8926	18.3424	0.0005	-0.0008	0.0009
O	-9.7728	-1.0663	16.3043	0.0003	-0.0001	0.0007
O	33.0855	-0.0277	25.2309	0.0031	-0.0018	0.0033
O	0.3398	4.8245	25.3557	0.0006	-0.0003	-0.0003
O	26.4268	-4.0962	23.1487	0.0004	-0.0011	-0.0008
O	12.0014	2.1157	17.2624	0.0004	-0.0003	0.0008
O	17.6091	4.0002	26.1383	0.0004	0	0.0002
O	-7.7274	-9.9411	14.6971	-0.0003	0.0001	0.0019
O	-8.6859	2.992	25.169	-0.0007	0.0006	0.0001
O	-19.1955	3.788	18.6398	-0.0004	0.0004	0.0009
O	-6.1259	16.6249	25.4992	-0.0009	-0.0008	0
O	-16.2633	-10.6231	15.7148	0	-0.0007	0.0003
O	-4.0167	17.8141	17.2032	0.0005	-0.0005	0.0001
O	-4.053	-6.4303	16.2021	0.0005	-0.0004	0.0004
O	-24.414	28.9248	20.6039	0.0009	0.0001	-0.0001

Results
free energy: -113256.639 eV
free energy less fixed offsets of O -570.45, Si -639.56 eV per atom: -0.639 eV

The program warned: the cutoff lies below the one the program advises for these potential files; the forces do not sum to zero within the program's tolerance; empty levels may hold ghost states of the PAW files; the exchange-correlation potential is rough where the density is thin.
